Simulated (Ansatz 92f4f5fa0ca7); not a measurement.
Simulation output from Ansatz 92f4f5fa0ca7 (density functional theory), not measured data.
Periodic cell of 240 atoms, Si128O80H32, with a vacuum gap, from a study of silicon, its oxide and their interface. The atomic structure is a simulated model.

Settings: functional r2SCAN; potential files Ansatz PAW; basis plane waves; wave-function cutoff 800 eV; density cutoff ratio 5; exchange-correlation grid ratio 1; k mesh 1 x 1 x 1, shifted by 0.5 0.5 0 of a step; self-consistency stop 1e-11 eV per atom in the density residual; occupations fixed; spin none; net charge 0; applied field sawtooth along c, amplitude -0.015 V/angstrom in the program's sign convention, ramp centred at 0.9882 of c and 0.0236 of c wide, no dipole correction.

Cell vectors (angstrom)
a, 10.88, 0, 0
b, 0, 10.88, 0
c, 0, 0, 42.4032

Atoms: element, x, y, z (angstrom)
Si, 4.1217, 3.6857, 28.657
Si, 6.767, 6.2914, 28.718
Si, 4.4641, 8.4029, 28.7082
Si, 7.1456, 0.4113, 28.8493
Si, -1.0236, 2.9358, 28.8087
Si, 1.8047, 5.8446, 28.6654
Si, 9.4143, 9.1544, 28.8824
Si, 1.2111, 0.7841, 28.7962
Si, 5.6334, 4.7418, 30.0837
Si, 8.303, 7.4582, 30.0471
Si, 5.5663, -0.8322, 30.0223
Si, 8.3184, 1.9034, 30.2094
Si, 0.1554, 4.6697, 29.9132
Si, 2.8934, 7.3572, 30.0852
Si, 10.9944, 10.1975, 30.2307
Si, 2.9312, 1.9868, 29.8737
Si, 4.2416, 6.031, 31.4818
Si, 6.9309, 8.7544, 31.4561
Si, 4.2136, 0.6005, 31.3074
Si, 6.9555, 3.3464, 31.4247
Si, 9.6889, 6.0341, 31.3164
Si, 12.407, 8.7542, 31.4058
Si, 9.6445, 11.4796, 31.6153
Si, 1.5437, 3.3233, 31.319
Si, 2.8622, 4.6436, 32.7612
Si, 5.5891, 7.4036, 32.8141
Si, 2.8827, -0.7381, 32.7299
Si, 5.5714, 1.9472, 32.7162
Si, 8.3355, 4.7104, 32.7394
Si, 11.0323, 7.3774, 32.7272
Si, 8.2748, 10.0829, 32.859
Si, 11.0749, 2.012, 32.7869
Si, 1.3311, -1.3648, 9.6379
Si, 4.0899, 1.3902, 9.6051
Si, 1.3716, 4.0589, 9.6788
Si, 4.1225, -4.07, 9.591
Si, 6.7897, -1.3658, 9.6899
Si, -1.363, 1.3403, 9.6462
Si, 6.8083, 4.0965, 9.6745
Si, -1.3724, -4.1077, 9.5708
Si, 2.69, 0.0641, 10.9165
Si, 5.4713, 2.6879, 11.0117
Si, 2.8151, 5.4474, 10.9453
Si, 5.4183, -2.7464, 11.031
Si, -2.716, 0.0009, 11.0404
Si, -0.0268, 2.6866, 11.0228
Si, 8.1626, 5.5056, 11.0011
Si, -0.0351, -2.7983, 10.944
Si, 1.3182, 1.2929, 12.3809
Si, 4.1258, 4.0643, 12.3421
Si, 1.4391, -4.0815, 12.2623
Si, 4.0444, -1.2622, 12.2475
Si, -4.0329, 1.3935, 12.4553
Si, -1.3818, 4.1192, 12.3335
Si, 6.7887, -4.0916, 12.4428
Si, -1.4428, -1.5138, 12.3221
Si, 0.1036, -0.3694, 13.5683
Si, 2.5297, 2.9026, 13.5895
Si, 0.3307, -5.7081, 13.5084
Si, 2.4831, -2.3882, 13.5424
Si, 5.5772, -0.174, 13.6647
Si, -2.8643, 3.0104, 13.7734
Si, 5.7064, 5.1541, 13.7298
Si, -3.0754, -2.4561, 13.8221
Si, 3.4858, 6.1615, 21.7611
Si, -1.2129, 1.2969, 15.8624
Si, 1.1269, -0.703, 24.3248
Si, 4.2452, 4.4913, 19.4188
Si, 0.4286, 6.1834, 26.0108
Si, 7.6696, 0.0974, 18.024
Si, 3.7436, 1.1704, 15.8507
Si, 4.8668, 3.4887, 25.6097
Si, 2.3156, 4.478, 24.1043
Si, 3.8537, -4.1231, 15.6991
Si, 9.9972, 8.8806, 25.932
Si, 7.447, 1.4539, 22.7217
Si, 2.1421, 1.6604, 22.6168
Si, 0.9654, -3.795, 20.2549
Si, 10.3361, 8.5463, 22.3277
Si, 5.4929, -3.8026, 18.2336
Si, 7.2393, 9.7656, 24.6812
Si, 5.028, 1.6308, 18.6811
Si, 7.5741, 7.432, 22.9295
Si, 9.2087, 0.1413, 20.625
Si, 0.9936, -4.9411, 16.1798
Si, 7.964, -2.6522, 16.9323
Si, 5.5064, 0.7522, 26.2843
Si, 4.7797, 0.4337, 21.4368
Si, 1.2193, 0.4555, 17.108
Si, 5.5485, 8.2554, 21.0779
Si, 0.8457, 1.6369, 19.7038
Si, 7.2788, 4.4244, 24.0384
Si, 1.193, 4.476, 18.6743
Si, 2.9361, -0.7071, 26.7046
Si, 0.0996, -2.4061, 17.7452
Si, 8.6748, 4.7489, 26.7364
Si, 4.2267, 3.2906, 34.1118
Si, 6.9715, 6.0399, 34.1281
Si, 4.2271, -2.0909, 34.1221
Si, 6.9184, 0.6167, 34.1277
Si, 9.6863, 3.36, 34.1193
Si, 12.3888, 6.028, 34.0989
Si, 9.6818, 8.7181, 34.1377
Si, 1.5313, 0.6049, 34.1128
Si, 5.597, 4.667, 35.4554
Si, 8.3196, 7.3824, 35.5045
Si, 5.58, -0.7397, 35.4862
Si, 8.3107, 1.9746, 35.4529
Si, 11.0296, 4.7066, 35.4872
Si, 2.8679, 7.3973, 35.4497
Si, 0.1701, -0.7668, 35.4596
Si, 2.877, 1.9467, 35.4898
Si, 1.3655, 1.3581, 6.9118
Si, 4.0839, 4.0966, 6.9212
Si, 1.3527, -4.0923, 6.9578
Si, 4.0763, -1.3645, 6.9278
Si, 6.7994, 1.3528, 6.9733
Si, -1.3586, 4.0533, 6.9261
Si, 6.8099, -4.0753, 6.9011
Si, 9.5126, -1.3569, 6.9209
Si, -0.0053, -0.0007, 8.269
Si, 2.7212, 2.7385, 8.2661
Si, 0.0068, -5.4868, 8.2861
Si, 2.7141, -2.7176, 8.2884
Si, 5.4335, -0.0237, 8.3033
Si, 8.1597, 2.7239, 8.3151
Si, 5.4716, 5.4379, 8.2638
Si, 8.1447, -2.7035, 8.2775
O, 1.2505, -1.438, 14.0869
O, 4.9183, 3.5149, 27.2302
O, 3.4086, -2.8627, 14.799
O, 2.9036, 4.6995, 28.2948
O, 7.4839, 3.007, 23.2454
O, 5.6073, 7.3358, 28.1882
O, 10.9835, 1.8737, 28.2461
O, 6.6657, -1.3117, 14.1027
O, 0.388, -0.9159, 17.2318
O, 10.7456, 7.5481, 25.3279
O, 6.0782, 1.262, 21.8982
O, 4.9073, 0.3878, 15.0522
O, 1.0652, 5.1464, 24.9185
O, 6.4955, 1.1565, 18.2523
O, -1.4935, -2.6882, 17.7114
O, 6.4912, 1.1085, 27.5183
O, 7.6262, 0.2195, 23.7982
O, 6.9664, -3.7633, 17.5603
O, 5.0521, -4.9919, 15.0397
O, 1.474, 6.5182, 27.2053
O, 5.3983, 1.9874, 25.2337
O, 2.4597, 9.8103, 25.192
O, 4.2088, 1.6764, 17.2994
O, 1.3448, 3.9623, 13.9577
O, 10.0655, 5.5382, 26.8044
O, -0.8855, 0.1243, 14.7851
O, 2.4707, 0.2067, 16.1201
O, 0.7335, 9.1045, 23.1671
O, 1.673, -0.1724, 27.5545
O, 2.0096, 3.1913, 23.1526
O, 8.4021, 4.4349, 25.1901
O, 6.8387, 4.0673, 14.2637
O, -2.6473, -2.9082, 15.3453
O, 5.8389, 4.48, 24.7849
O, -0.5226, 0.8243, 19.7509
O, 10.1402, 8.6491, 27.5187
O, 0.2515, 1.6296, 16.4967
O, 3.6547, 8.8939, 27.3734
O, 8.9095, 3.3767, 27.5481
O, 0.851, -3.4746, 16.8173
O, 5.3466, -2.7561, 19.4707
O, 2.5639, -5.0914, 15.799
O, 3.9917, 0.5155, 26.782
O, 8.6514, 1.2521, 21.6577
O, 9.7632, 9.7537, 21.4346
O, 0.7365, -2.567, 19.2275
O, 3.2553, 2.4374, 14.9762
O, 4.7183, 7.1692, 21.953
O, -0.0437, -5.0152, 14.9425
O, 6.72, 8.44, 23.8914
O, 1.308, 0.7514, 23.6579
O, 4.3605, -3.5134, 17.1091
O, 10.7695, -0.6964, 25.3615
O, 2.8926, 5.679, 23.1783
O, 7.4771, 5.6165, 27.3995
O, 4.4423, 0.6893, 19.8669
O, 3.9545, 4.8207, 20.9778
O, 8.4531, 9.1926, 25.5861
O, 6.0124, -0.6165, 25.6037
O, 8.1415, -0.3488, 19.513
O, 7.0932, 7.8595, 21.4303
O, 3.3716, 3.8986, 25.1817
O, 3.6075, 0.9784, 22.4287
O, 5.042, 3.1114, 19.3031
O, 0.6457, 4.7314, 17.1835
O, 7.2271, -1.2303, 17.2133
O, 8.3016, -0.6396, 28.3629
O, -2.0109, 2.4785, 15.0829
O, -2.103, 0.8148, 17.1063
O, 0.5461, 3.1485, 19.2725
O, 10.8319, 7.2903, 21.4691
O, 9.1072, 7.9111, 23.1635
O, 2.4658, 7.017, 20.8339
O, 1.7514, 0.9328, 18.5618
O, 0.6299, -5.1987, 19.5733
O, 1.5229, 1.619, 21.1424
O, 2.8146, 4.4273, 18.6585
O, 7.4101, 5.8232, 23.1895
O, 5.2262, -5.2836, 18.7952
O, 5.0824, 9.7261, 21.574
H, 6.4205, 3.8469, 36.3879
H, 4.7804, 5.494, 36.3879
H, 7.5087, 8.2149, 36.437
H, 9.1438, 6.563, 36.437
H, 6.4072, -1.5561, 36.4187
H, 4.7514, 0.0752, 36.4187
H, 7.4842, 2.7916, 36.3853
H, 9.1346, 1.1549, 36.3853
H, 11.8445, 3.878, 36.4197
H, 10.1998, 5.5204, 36.4197
H, 2.0422, 8.2152, 36.3821
H, 3.6945, 6.5804, 36.3821
H, -0.649, 0.0577, 36.3921
H, 0.9825, -1.5979, 36.3921
H, 3.6971, 1.1232, 36.4222
H, 2.0581, 2.7714, 36.4222
H, 2.182, 0.5311, 5.9794
H, 0.5388, 2.175, 5.9794
H, 3.2567, 4.9129, 5.9888
H, 4.8948, 3.264, 5.9888
H, 2.1812, -4.9073, 6.0254
H, 0.5326, -3.2688, 6.0254
H, 3.2528, -0.5444, 5.9953
H, 4.9029, -2.1815, 5.9953
H, 5.9752, 2.1722, 6.0408
H, 7.6292, 0.5391, 6.0408
H, -0.533, 3.2354, 5.9936
H, -2.1711, 4.8844, 5.9936
H, 7.629, -4.8998, 5.9687
H, 5.986, -3.2556, 5.9687
H, 8.6976, -0.5283, 5.9885
H, 10.3315, -2.1816, 5.9885

Results
free energy: -128006.256 eV
free energy less fixed offsets of H -15.71, O -570.45, Si -639.56 eV per atom: -3.856 eV

Forces (eV/angstrom), in the order of the atoms: element, x, y, z
Si, 0.0073, -0.0001, -0.0135
Si, 0.0056, 0.0008, -0.0157
Si, -0.0039, 0.0012, -0.0162
Si, -0.0016, 0.0047, -0.0117
Si, -0.0083, 0.0049, -0.0149
Si, -0.0047, 0.0049, -0.0104
Si, 0.0075, -0.0025, -0.0201
Si, 0.0029, -0.0099, -0.0161
Si, -0.0028, 0.0061, -0.0103
Si, -0.008, 0.0076, -0.0091
Si, 0.0043, -0.0101, -0.0119
Si, 0.0034, -0.0044, -0.0163
Si, 0.0032, -0.0065, -0.0134
Si, 0.0079, -0.0043, -0.0103
Si, -0.0039, 0.0039, -0.0144
Si, -0.0048, 0.0032, -0.0073
Si, -0.0066, -0.0002, 0.0052
Si, 0.0091, -0.0022, 0.0042
Si, 0.0021, -0.0042, 0.0123
Si, -0.0018, -0.0045, 0.0127
Si, -0.0052, -0.0053, 0.0099
Si, -0.0064, 0.0003, 0.0122
Si, 0.0036, -0.0023, 0.0037
Si, -0.0043, -0.0061, 0.006
Si, 0.0093, 0.0052, 0.0134
Si, -0.0044, 0.0028, 0.0147
Si, 0.0006, -0.0153, 0.0254
Si, -0.003, 0.0015, 0.0244
Si, 0.0108, 0.0033, 0.0254
Si, -0.0148, 0.0049, 0.0227
Si, 0.0058, -0.0044, 0.0083
Si, -0.006, 0.001, 0.0074
Si, -0.007, -0.0093, -0.0148
Si, -0.0017, -0.0027, -0.008
Si, 0.0059, -0.0008, -0.0202
Si, -0.005, -0.0007, -0.0127
Si, 0.0014, 0.0007, -0.0244
Si, -0.0031, -0.009, -0.0093
Si, 0.0023, 0.0061, -0.0242
Si, 0.0032, 0.0055, -0.0087
Si, 0.0039, 0.0042, -0.012
Si, -0.0065, -0.0087, -0.0116
Si, -0.0036, 0.0048, -0.0074
Si, -0.005, -0.0077, -0.0116
Si, 0.0082, 0.0059, -0.0075
Si, 0.0017, -0.0088, -0.0112
Si, 0.004, -0.0005, -0.0094
Si, -0.0028, 0.0012, -0.0063
Si, -0.0032, 0.0048, 0.022
Si, -0.0046, -0.0054, 0.0127
Si, 0.0008, 0.0023, 0.0165
Si, -0.006, 0.0044, 0.011
Si, 0.0002, 0.0061, 0.0179
Si, -0.0012, 0.0025, 0.0107
Si, -0.0063, -0.0077, 0.0111
Si, 0.01, 0.0037, 0.011
Si, 0.0022, -0.0033, -0.0289
Si, -0.0089, -0.0017, -0.0213
Si, -0.0027, 0.0002, -0.0218
Si, 0.0038, -0.0094, -0.0297
Si, 0.0061, -0.0035, -0.0293
Si, -0.0005, -0.0011, -0.0244
Si, -0.0049, -0.0064, -0.034
Si, 0.0002, 0.0055, -0.0431
Si, 0.0004, -0.0027, -0.0495
Si, -0.0029, 0.0095, -0.0473
Si, -0.0079, 0.0077, -0.045
Si, -0.0007, 0.001, -0.0396
Si, -0.0037, -0.0042, -0.0438
Si, 0.002, 0.0052, -0.0465
Si, 0.0035, -0.0021, -0.0443
Si, -0.0108, 0.0046, -0.0941
Si, 0.0089, 0.0043, -0.0579
Si, -0.0004, -0.0048, -0.0496
Si, -0.0039, 0.0079, -0.0149
Si, 0.0059, -0.0012, -0.0501
Si, -0.0011, -0.0006, -0.0538
Si, -0.0029, 0.0016, -0.0467
Si, -0.0021, 0.0018, -0.0513
Si, -0.003, -0.0015, -0.0547
Si, -0.0027, -0.0035, -0.0498
Si, -0.0012, 0.0044, -0.0488
Si, 0.0001, 0.015, -0.0381
Si, -0.0051, 0.001, -0.0504
Si, 0.0062, -0.0022, -0.0501
Si, 0.0035, -0.0083, -0.056
Si, -0.0013, -0.0012, -0.0437
Si, -0.003, -0.0067, -0.0427
Si, 0.0015, -0.0007, -0.049
Si, -0.0049, 0.0008, -0.0438
Si, 0.0025, 0.0052, -0.0507
Si, 0.0013, -0.0043, -0.0452
Si, -0.0084, 0.0046, -0.0405
Si, 0.0066, 0.0084, -0.0397
Si, -0.0044, 0.0017, -0.0418
Si, 0.0025, 0.0026, -0.0451
Si, -0.0149, 0.0172, 0.1794
Si, -0.0144, -0.0031, 0.1868
Si, -0.0026, -0.0073, 0.1768
Si, 0.023, -0.0117, 0.1889
Si, 0.0057, -0.0215, 0.1761
Si, 0.0033, -0.0031, 0.1782
Si, -0.0058, 0.0115, 0.1825
Si, -0.0226, 0.0176, 0.1832
Si, 0.0202, -0.055, 0.2661
Si, 0.0456, 0.0005, 0.372
Si, -0.0654, 0.0025, 0.4118
Si, 0.0184, 0.047, 0.2645
Si, 0.0018, -0.04, 0.3453
Si, -0.0158, 0.0732, 0.2796
Si, -0.0605, -0.0353, 0.2695
Si, 0.0355, 0.0044, 0.3209
Si, -0.0013, 0.0056, -0.2344
Si, -0.0196, -0.0099, -0.3842
Si, 0.0414, -0.0368, -0.3881
Si, -0.0369, 0.0063, -0.3124
Si, -0.028, 0.0081, -0.3261
Si, 0.0441, -0.0475, -0.305
Si, 0.0339, 0.0053, -0.3031
Si, -0.0183, 0.0438, -0.3701
Si, 0.0004, 0.013, -0.1849
Si, 0.0025, -0.0018, -0.1901
Si, -0.0012, 0.0045, -0.1746
Si, -0.0053, 0.0094, -0.1703
Si, -0.0049, 0.0104, -0.1715
Si, 0.0141, -0.0186, -0.1753
Si, 0.0065, -0.0034, -0.1958
Si, -0.0015, -0.0028, -0.1883
O, 0.0043, -0.0026, 0.0038
O, -0.0089, 0.001, 0.0219
O, 0.0066, -0.0159, 0.0238
O, -0.0028, -0.0007, 0.011
O, -0.0013, 0.0152, 0.0227
O, 0.0003, 0.0021, 0.0173
O, -0.0021, -0.0018, 0.0009
O, 0.0052, -0.0012, 0.0133
O, -0.0059, -0.0032, 0.0139
O, 0.0026, -0.0056, 0.0242
O, 0.0085, 0.0068, 0.0174
O, -0.0134, 0.0068, 0.028
O, -0.007, 0.0101, 0.0242
O, -0.0057, 0.0014, 0.019
O, 0.0039, -0.0003, 0.0144
O, 0.0121, -0.0021, 0.029
O, -0.0028, -0.0132, 0.0217
O, -0.0083, 0.0003, 0.0187
O, -0.0024, 0.0052, 0.023
O, 0.0054, -0.002, 0.0394
O, 0.0011, -0.0049, 0.0245
O, 0.0098, -0.0046, 0.0309
O, 0.0058, 0.0055, 0.0366
O, 0.0011, 0.0055, 0.0118
O, -0.0022, -0.0077, 0.0121
O, -0.0052, 0.0063, 0.0323
O, -0.0072, -0.0011, 0.0121
O, 0.0088, 0.0107, 0.0316
O, -0.0056, 0.0112, 0.0287
O, 0.0009, 0.0101, 0.0239
O, 0.0064, 0.0033, 0.0314
O, 0.0004, 0.0068, 0.0083
O, 0.0064, 0.0011, 0.0318
O, -0.0098, -0.003, 0.0231
O, -0.0072, -0.0081, 0.0209
O, 0.0043, -0.0048, 0.0441
O, 0.0082, 0.0044, 0.0145
O, 0.0081, -0.0152, 0.0287
O, 0.0039, -0.0108, 0.0265
O, -0.0047, 0.0113, 0.0233
O, 0.0017, 0.0028, 0.0356
O, -0.0034, -0.0015, 0.0244
O, -0.0018, 0.0029, 0.0078
O, -0.0103, 0.0102, 0.0234
O, 0.0046, -0.013, 0.0236
O, 0.0081, -0.0051, 0.0288
O, 0.006, -0.0095, 0.0275
O, 0.0013, -0.004, 0.0158
O, 0.004, 0.0036, 0.0303
O, -0.0064, 0.0084, 0.0203
O, -0.0014, -0.0114, 0.0257
O, 0.0038, 0.0058, 0.0331
O, -0.0068, -0.0021, 0.0193
O, -0.0056, -0.0098, 0.0363
O, -0.0092, 0.0128, 0.0294
O, -0.0072, -0.001, 0.0321
O, -0.0039, 0.0073, 0.0254
O, 0.0083, -0.0026, 0.0173
O, -0.011, 0.0076, 0.0302
O, 0.0089, -0.0013, 0.0321
O, 0.0097, -0.004, 0.0239
O, 0.0097, -0.0029, 0.02
O, -0.0059, 0.0039, 0.0262
O, -0.0043, 0.0009, 0.0126
O, 0.0037, -0.0077, 0.0333
O, -0.001, 0.0077, 0.0261
O, 0.0002, -0.0005, 0.0046
O, 0.0098, -0.0097, 0.0238
O, -0.006, -0.005, 0.0292
O, 0.0014, -0.0048, 0.0199
O, -0.0103, 0.0117, 0.0277
O, -0.0041, -0.0008, 0.0203
O, 0.0017, -0.0006, 0.0223
O, -0.0018, 0.0062, 0.0283
O, 0.0022, 0.0097, 0.0214
O, 0.0154, 0.0059, 0.0374
O, 0.0016, 0.0052, 0.0157
O, -0.0005, -0.0054, 0.0187
O, -0.0042, -0.0066, 0.0237
O, -0.0021, -0.0014, 0.0176
H, -0.3537, 0.3106, -0.2416
H, 0.2691, -0.2869, -0.2751
H, 0.2486, -0.2469, -0.2869
H, -0.3938, 0.3181, -0.2333
H, -0.2429, 0.2543, -0.2928
H, 0.3373, -0.3696, -0.2347
H, 0.3679, -0.2985, -0.2419
H, -0.2743, 0.2468, -0.2827
H, -0.2498, 0.265, -0.2768
H, 0.3943, -0.3019, -0.2639
H, 0.2951, -0.3597, -0.2439
H, -0.272, 0.285, -0.2796
H, 0.2519, -0.277, -0.2692
H, -0.2828, 0.3659, -0.248
H, -0.34, 0.3554, -0.2479
H, 0.2438, -0.2624, -0.2896
H, -0.2963, 0.3068, 0.2799
H, 0.3238, -0.3021, 0.2669
H, 0.3621, -0.2664, 0.2476
H, -0.2893, 0.276, 0.2518
H, -0.3137, 0.3215, 0.2546
H, 0.2612, -0.3086, 0.2874
H, 0.3316, -0.2842, 0.2748
H, -0.3123, 0.2748, 0.2903
H, 0.2683, -0.2982, 0.2814
H, -0.2962, 0.3291, 0.2789
H, -0.367, 0.2727, 0.2642
H, 0.2717, -0.2791, 0.3019
H, -0.2287, 0.3427, 0.2674
H, 0.2708, -0.3284, 0.2653
H, 0.3115, -0.324, 0.237
H, -0.2976, 0.2738, 0.2682

The program warned: the cutoff lies below the one the program advises for these potential files; the forces do not sum to zero within the program's tolerance; empty levels may hold ghost states of the PAW files; the exchange-correlation potential is rough where the density is thin.
